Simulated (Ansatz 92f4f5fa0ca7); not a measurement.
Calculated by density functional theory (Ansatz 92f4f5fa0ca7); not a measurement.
Periodic cell of 215 atoms, Si132O82B1, from a study of silicon, its oxide and their interface. The atomic structure is a simulated model.
Doubt: the cutoff is far below the 930 eV that the study's wrapper takes by default for these files, so forces and energies are approximate.
This geometry differs little from another in the collection (a relaxation step or a small displacement).

Settings: functional PBE; potential files Ansatz PAW; basis plane waves; wave-function cutoff 580 eV; density cutoff ratio 5; exchange-correlation grid ratio 1; k mesh 1 x 1 x 1, Gamma-centred; self-consistency stop 5e-08 eV per atom in the density residual; occupations fixed; spin none; net charge -1 e, with a uniform compensating background and no finite-size correction.

Cell vectors (angstrom)
a, 10.938, 0, 0
b, 0, 10.938, 0
c, 0, 0, 31.5432

Atoms and the computed forces on them: element, x, y, z (angstrom), force x, y, z (eV/angstrom)
Si, 10.657, 0.6696, 24.477, -0.045, -0.0063, 0.0489
Si, 6.0242, 10.5131, 24.1845, -0.0133, -0.0096, -0.039
Si, 2.028, 3.0311, 24.2567, -0.016, 0.0664, -0.0104
Si, 8.7781, 2.2218, 24.3221, -0.0043, 0.0087, -0.0194
Si, 0.5295, 4.9802, 24.1928, 0.0018, -0.0072, -0.0158
Si, 5.0181, 5.8883, 24.2259, 0.0132, -0.0205, -0.0118
Si, 3.3849, 7.6679, 24.1823, 0.0133, 0.0121, -0.0432
Si, 7.835, 8.8654, 24.0461, 0.0157, -0.0124, -0.0068
B, 1.2792, 1.5292, 25.4512, 0.113, -0.1392, 0.1066
Si, 6.9439, 1.3104, 25.4994, 0.0061, 0.0132, 0.0059
Si, 3.9792, 4.0584, 25.3334, -0.0045, 0.0103, -0.0015
Si, 9.6661, 4.0917, 25.4282, -0.0037, -0.0005, 0.0134
Si, 1.4904, 6.7943, 25.3666, -0.014, -0.0099, 0.0118
Si, 6.868, 6.9718, 25.2682, -0.0095, 0.0045, -0.0043
Si, 4.1341, 9.6197, 25.3377, 0.013, -0.0146, 0.0095
Si, 9.582, 9.7059, 25.446, -0.0003, 0.0213, -0.0305
Si, 2.5763, 0.2117, 26.4806, -0.1284, 0.1147, -0.0927
Si, 8.2285, -0.0203, 26.9566, 0.0058, -0.0141, 0.0056
Si, 0.1332, 2.6557, 26.759, -0.0103, 0.0334, 0.0394
Si, 5.4568, 2.7443, 26.6573, -0.0084, 0.0083, 0.0087
Si, 2.7578, 5.4377, 26.848, 0.0225, -0.002, -0.006
Si, 8.216, 5.5305, 26.6308, -0.0012, -0.0054, -0.0079
Si, 0.035, 8.2097, 26.6418, -0.0019, 0.0072, 0.0106
Si, 5.4925, 8.2535, 26.7765, 0.007, -0.0127, 0.0051
Si, 4.0484, 1.3697, 27.9934, 0.0175, -0.0164, 0.0122
Si, 9.6283, 1.405, 28.1845, 0.0145, 0.0078, -0.015
Si, 1.3624, 4.086, 28.1806, -0.0198, -0.0159, -0.0135
Si, 6.8276, 4.1481, 28.0181, -0.0021, 0.0026, -0.0157
Si, 4.1414, 6.8473, 28.1362, -0.0066, -0.0001, -0.0212
Si, 9.5852, 6.8603, 28.0434, 0.0096, -0.0005, -0.0092
Si, 1.3905, 9.6538, 27.9711, 0.0201, -0.0149, -0.0007
Si, 6.8244, 9.5498, 28.2262, 0.0016, 0.0136, 0.0034
Si, 0.0365, -0.0125, 29.4921, -0.0039, 0.0099, -0.0011
Si, 5.403, 0.0345, 29.4426, -0.0036, -0.0022, -0.0053
Si, 2.7625, 2.7216, 29.4907, -0.0058, 0.0008, -0.0099
Si, 8.1854, 2.7853, 29.4369, 0.0127, -0.0071, 0.0068
Si, -0.0276, 5.4909, 29.4581, 0.0082, -0.0082, 0.0014
Si, 5.4963, 5.4695, 29.4901, -0.0019, -0.0022, 0.0025
Si, 2.7267, 8.2616, 29.3982, -0.0027, 0.0037, 0.0043
Si, 8.2358, 8.1737, 29.5139, -0.0034, 0.0095, -0.0032
Si, 1.3866, 1.3642, 30.8709, 0.0046, -0.0022, -0.001
Si, 6.8005, 1.397, 30.7848, -0.0017, -0.0045, -0.0009
Si, 4.1114, 4.1031, 30.8587, 0.0097, -0.0043, 0.0009
Si, 9.5418, 4.1305, 30.8265, 0.0009, 0.0008, -0.0056
Si, 1.3586, 6.8791, 30.7769, -0.0023, -0.002, -0.0002
Si, 6.8582, 6.8157, 30.8826, 0.0025, -0.003, 0.0054
Si, 4.0751, 9.5918, 30.8199, -0.0019, 0.0088, -0.0092
Si, 9.5894, 9.5689, 30.8675, 0.0029, -0.0119, -0.0007
Si, 2.7364, -0.0164, 0.6984, 0.0071, -0.009, 0.0034
Si, 8.1572, 0.0186, 0.6253, -0.005, 0.0174, 0.0061
Si, -0.0348, 2.7548, 0.6451, -0.0097, 0.0071, -0.0007
Si, 5.4733, 2.724, 0.6804, 0.0042, -0.0047, 0.0018
Si, 2.6994, 5.5024, 0.627, -0.0125, 0.0091, 0.0047
Si, 8.2101, 5.443, 0.7171, 0.0061, -0.0048, 0.0029
Si, 0.021, 8.1869, 0.6821, 0.0089, -0.0044, 0.0024
Si, 5.4522, 8.227, 0.6428, -0.0061, 0.0023, 0.0044
Si, 4.1126, 1.3462, 2.0523, -0.0054, 0.0047, -0.0082
Si, 9.5084, 1.3893, 1.9994, 0.0128, -0.018, 0.0025
Si, 1.3112, 4.1487, 2.0144, 0.0125, -0.0114, -0.0025
Si, 6.8416, 4.0587, 2.0681, -0.01, 0.0098, -0.0053
Si, 4.0602, 6.8732, 1.9984, 0.0159, -0.0115, 0.0037
Si, 9.5987, 6.8111, 2.0552, -0.0101, 0.0098, -0.0036
Si, 1.372, 9.5525, 2.065, -0.0063, 0.0057, -0.0082
Si, 6.8124, 9.587, 2.034, 0.0021, -0.0046, -0.0039
Si, -0.0685, -0.0017, 3.3209, -0.0131, 0.0098, -0.0126
Si, 5.4596, -0.0127, 3.4803, 0.0002, 0.001, 0.0091
Si, 2.6809, 2.7377, 3.3116, 0.0014, 0.0071, -0.0037
Si, 8.1824, 2.6902, 3.4923, 0.0015, -0.0087, 0.0103
Si, -0.0235, 5.4665, 3.5099, -0.0046, 0.0035, 0.013
Si, 5.4339, 5.4821, 3.3058, -0.0076, 0.0075, -0.0162
Si, 2.7355, 8.1989, 3.4771, -0.0003, -0.0008, 0.0088
Si, 8.2125, 8.1969, 3.3544, 0.0087, -0.0084, 0.0013
Si, 1.2744, 1.3787, 4.6486, -0.0031, -0.0009, -0.0091
Si, 6.8318, 1.3041, 4.911, 0.0029, 0.0017, -0.0084
Si, 4.0462, 4.1257, 4.6275, -0.0056, -0.0035, -0.0154
Si, 9.5257, 4.0652, 4.8902, 0.0046, 0.0041, -0.0101
Si, 1.3494, 6.8712, 4.8875, -0.0015, -0.0032, -0.0069
Si, 6.8231, 6.8103, 4.6637, -0.0021, 0.0046, -0.0071
Si, 4.0967, 9.5659, 4.8845, 0.0012, -0.002, -0.008
Si, 9.5577, 9.5746, 4.7353, -0.0023, 0.0027, -0.008
Si, 2.6006, 0.0499, 6.0818, 0.0064, -0.0011, 0.0119
Si, 8.216, -0.1301, 6.2699, -0.0012, -0.0009, 0.0012
Si, -0.0288, 2.6533, 6.1932, -0.0013, -0.0018, 0.0064
Si, 5.3637, 2.7741, 6.0542, 0.0038, -0.0088, 0.0093
Si, 2.7404, 5.4324, 6.1336, 0.0006, 0.0045, 0.0049
Si, 8.0834, 5.4459, 6.1626, -0.0005, -0.0019, 0.0082
Si, -0.0157, 8.3009, 6.2198, 0.0015, 0.0013, 0.0017
Si, 5.5573, 8.153, 6.1479, -0.0026, 0.0003, 0.0077
Si, 3.4637, 1.9429, 7.1607, 0.0119, -0.0104, 0.0213
Si, 10.0152, 0.8311, 7.4663, -0.0093, 0.0104, 0.0251
Si, 1.7658, 3.6575, 7.3447, -0.0113, 0.01, 0.0195
Si, 6.2008, 4.5283, 7.3662, 0.0024, -0.0073, 0.0243
Si, 4.6299, 6.3077, 7.2466, -0.0066, 0.0103, 0.022
Si, 9.1531, 7.1934, 7.3133, 0.0126, -0.0111, 0.0182
Si, 0.8833, 10.1591, 7.5054, 0.0092, -0.0051, 0.0251
Si, 7.4019, 8.887, 7.4878, -0.0089, 0.0069, 0.0203
O, 4.5599, 6.5978, 8.8808, 0.0103, -0.0103, -0.0256
O, 1.3964, 3.9767, 8.9455, 0.004, -0.0111, -0.0284
O, 9.7406, 6.5472, 8.7349, -0.0097, 0.0082, -0.0202
O, 1.3025, 10.1019, 9.1421, -0.0167, 0.006, -0.0289
O, 6.0758, 4.2172, 9.0131, -0.0016, 0.011, -0.0241
O, 3.7075, 1.5963, 8.7498, -0.0004, 0.007, -0.0071
O, 7.1284, 8.9593, 9.1457, 0.0087, -0.0049, -0.0208
O, 9.6493, 1.0806, 9.0768, 0.0161, -0.0061, -0.0298
O, 8.3199, 2.4465, 22.7378, 0.0117, -0.0193, 0.0328
O, 11.0897, 5.4616, 22.6373, 0.0084, -0.0088, 0.0071
O, 5.6593, 0.0837, 22.6462, 0.0034, -0.0025, 0.0243
O, 5.2851, 5.4225, 22.6495, -0.0168, 0.0102, 0.0312
O, 2.1541, 2.6899, 22.6066, 0.005, -0.0075, 0.0193
O, 3.3431, 7.8278, 22.5145, 0.0001, -0.002, 0.0304
O, 8.3345, 8.7404, 22.447, -0.0129, 0.0102, 0.0236
O, 0.0132, 11.1952, 22.8942, 0.0033, 0.0066, -0.0113
Si, 2.1538, 2.9748, 12.9035, -0.0002, -0.0077, 0.0002
Si, 8.6829, 1.3055, 10.3614, -0.0133, 0.0075, 0.0111
Si, 1.0561, 4.4828, 15.3659, -0.0026, 0.001, 0.0072
Si, 7.5436, 5.5763, 12.1961, -0.0026, 0.0054, -0.0051
Si, 2.4472, 8.1553, 21.2064, -0.0016, 0.0061, 0.0014
Si, 5.4138, 7.7849, 12.473, 0.0011, -0.0006, -0.003
Si, 9.2748, 0.4407, 15.5157, -0.0052, -0.0043, 0.0075
Si, 2.9226, -0.0655, 16.6831, -0.0078, 0.0059, -0.0098
Si, 10.4665, 1.1554, 12.6171, 0.0063, -0.002, 0.0008
Si, 7.7896, 2.8095, 21.2654, 0.0047, 0.0094, -0.0213
Si, 9.1381, 8.7727, 14.4641, -0.0066, 0.0045, 0.0029
Si, 1.4712, 4.7749, 10.3613, 0.0047, 0.0022, 0.0118
Si, 4.5224, 9.4669, 19.1518, -0.0051, 0.0017, -0.0083
Si, 11.1049, 6.0869, 21.1445, -0.0049, -0.0041, -0.0128
Si, 6.6192, 10.4349, 14.8605, 0.0054, 0.0027, 0.0037
Si, 5.4049, 0.7318, 21.1922, -0.0333, 0.0077, -0.0043
Si, 2.3413, 9.8068, 10.3732, 0.0064, -0.0046, 0.0062
Si, 0.4721, 10.6394, 21.4672, 0.0027, -0.0135, -0.012
Si, 5.8816, 5.2525, 21.1661, 0.0018, 0.0027, -0.0166
Si, 3.6413, 7.0823, 10.1049, -0.0117, 0.0012, 0.0067
Si, 9.0329, 5.6678, 14.8443, 0.0057, 0.0057, 0.0034
Si, 3.6566, 4.0796, 19.1558, 0.0018, 0.0027, -0.0103
Si, 10.0341, 3.6699, 19.3148, 0.0028, -0.0028, -0.0088
Si, 4.2564, 8.6447, 15.3746, 0.0004, 0.0045, 0.0075
Si, 0.4667, 1.9025, 17.1813, 0.0031, -0.0052, -0.0049
Si, 6.8487, 7.529, 19.2754, -0.0008, -0.0069, 0.0035
Si, 5.234, 3.6091, 16.7842, 0.0031, -0.001, 0.006
Si, 7.784, 5.0047, 17.5258, -0.0067, -0.0089, 0.004
Si, 6.6612, 9.9196, 10.3766, -0.0116, 0.0096, 0.0002
Si, 4.3734, 1.053, 10.0963, 0.0075, -0.0015, -0.0106
Si, -0.0317, 9.0862, 11.9021, -0.0066, 0.0076, -0.0005
Si, 9.1218, 8.6404, 21.0167, -0.0049, -0.0135, -0.0037
Si, 4.5504, 1.6585, 14.6032, -0.0017, -0.0034, 0.005
Si, 2.4494, 2.0742, 21.1376, 0.0239, 0.0128, -0.0198
Si, 6.324, 3.3419, 10.361, 0.0089, -0.0094, 0.0061
Si, 3.4102, 5.8981, 16.7676, -0.002, 0.0023, 0.0027
Si, 9.8767, 6.5368, 10.3455, -0.0013, -0.0016, 0.0112
O, 0.1475, 2.6355, 18.597, -0.0088, 0.0115, 0.0075
O, 2.9264, 9.6119, 15.5962, 0.0029, -0.0019, 0.0018
O, 10.833, 4.844, 20.1144, 0.0091, 0.026, 0.0125
O, 7.5745, 2.402, 9.94, 0.0008, 0.0051, 0.0137
O, 10.9218, 5.3438, 10.7989, 0.0003, 0.0012, 0.0012
O, 6.5969, 6.7321, 12.8641, 0.0009, -0.0001, -0.0019
O, 10.3166, 8.0605, 10.7819, -0.0025, -0.0067, 0.0009
O, 7.6709, 9.4464, 14.0082, -0.0014, -0.0018, 0.0008
O, 8.4127, 6.2099, 10.9763, 0.0045, 0.0012, 0.0012
O, 5.3729, 10.4906, 20.0757, 0.0055, 0.0209, 0.0217
O, 2.1612, 3.7389, 11.4449, -0.0061, 0.012, -0.0062
O, 8.0412, 8.5282, 19.7826, 0.0185, 0.0023, 0.0039
O, 6.2628, 6.7173, 20.5644, -0.0036, -0.0134, -0.0002
O, 5.4978, 2.6974, 15.4533, -0.0005, 0.0021, -0.0024
O, 1.3095, 0.9326, 20.7285, -0.0067, 0.0005, 0.0097
O, 6.0496, 9.055, 11.633, 0.0022, 0.0072, -0.0064
O, 4.5803, 4.9584, 16.1332, -0.001, -0.0002, -0.0013
O, 6.5809, 3.9126, 17.6537, 0.0043, 0.0027, -0.0064
O, 10.5303, 10.6666, 11.8235, -0.0006, -0.0031, 0.0049
O, 5.5854, 0.4943, 14.0117, -0.002, 0.0002, 0.0024
O, 7.9867, 5.0914, 15.9219, -0.0017, -0.0021, 0.0003
O, 9.742, 9.801, 15.5901, 0.001, -0.0002, -0.0059
O, -0.4148, 5.1145, 15.1427, -0.0016, 0.0011, -0.0044
O, 1.5945, 6.8184, 20.7825, -0.002, 0.0005, -0.0028
O, 1.5115, 0.6176, 17.2045, -0.0002, 0.0001, -0.0067
O, 6.6053, 1.7755, 20.8118, -0.0007, -0.004, -0.0034
O, 1.0105, 1.7958, 12.8476, -0.0053, -0.0013, 0.0037
O, 3.2296, 5.4811, 18.3586, 0.0018, -0.0068, 0.001
O, 9.5265, 2.0059, 11.59, -0.0108, -0.0039, -0.0075
O, 1.0217, 3.0695, 16.1795, -0.0028, -0.0067, -0.0015
O, 8.5805, 5.1311, 13.3739, -0.0054, 0.0015, -0.0026
O, 10.283, 8.5752, 13.3131, 0.0055, -0.0004, -0.0061
O, 1.489, 9.386, 21.6434, 0.0096, -0.0078, -0.0217
O, 10.0769, 9.9684, 20.7298, 0.0109, 0.0062, 0.0004
O, 3.1726, 0.2127, 10.8687, 0.0045, 0.0027, -0.0006
O, 5.0638, 2.367, 10.8182, -0.0017, -0.0064, -0.0033
O, 1.7401, 4.1587, 13.932, 0.001, -0.0015, -0.0019
O, 7.9215, 10.8607, 10.85, -0.0063, 0.0011, -0.0023
O, 9.145, 4.432, 18.1802, 0.012, -0.0104, 0.0053
O, 5.6398, 9.4759, 15.7754, -0.0038, -0.0038, -0.004
O, 5.5316, -0.0301, 9.7533, -0.0031, 0.0047, 0.0134
O, 3.5925, 2.3094, 13.4159, -0.0029, 0.0018, 0.0012
O, 1.9516, 5.6353, 16.0852, 0.0038, -0.0001, -0.0027
O, 9.7142, 1.0389, 14.0555, 0.0016, 0.0035, -0.0057
O, 4.3996, 6.9404, 11.5279, -0.0038, 0.0011, -0.0039
O, 4.8004, 4.4983, 20.2199, 0.0172, 0.0062, 0.0082
O, 9.965, 1.3184, 16.6725, 0.0037, 0.0029, -0.0048
O, 6.6632, 4.3174, 11.6347, -0.0025, -0.0065, -0.0051
O, 5.644, 8.4059, 18.5938, -0.0048, 0.0074, 0.0012
O, 9.0697, 2.7481, 20.2494, -0.0156, -0.0086, 0.006
O, 3.5939, 1.1105, 15.7929, 0.001, -0.0003, -0.0034
O, 4.1994, 3.0666, 17.9542, -0.007, 0.0006, 0.003
O, 9.9597, 7.2378, 21.0046, 0.0011, 0.0037, -0.0104
O, 3.3526, 8.6607, 9.8153, -0.0017, 0.0014, 0.0083
O, 3.93, 7.4013, 16.3878, 0.0003, -0.0021, -0.0054
O, 7.6396, 0.4631, 15.7164, -0.0007, 0.0005, -0.004
O, 8.9371, 7.284, 15.042, -0.0012, -0.0049, -0.0031
O, 3.9456, 1.4373, 21.1625, 0.0229, -0.0113, -0.0192
O, 1.5937, 9.1356, 11.685, 0.0006, 0.0069, -0.0023
O, 2.3195, 6.1531, 10.184, 0.004, -0.0003, 0.0077
O, 7.3913, 6.4552, 18.1603, -0.0034, 0.0131, 0.0024
O, 7.2372, 4.3472, 21.2072, -0.0002, -0.0017, -0.0071
O, 4.5459, 8.2207, 13.8047, 0.0029, -0.0027, -0.0055
O, 3.3854, 8.6167, 19.9557, -0.0092, -0.0058, 0.007
O, 2.5011, 3.2711, 19.9862, -0.0077, -0.0297, 0.0255
O, 3.767, 10.3352, 17.9762, 0.0149, -0.0169, 0.0128

Results
free energy: -130700.357 eV
free energy less fixed offsets of B -154.04, O -568.88, Si -635.61 eV per atom: 2.363 eV

The program warned: the cutoff lies below the one the program advises for these potential files; the exchange-correlation potential is rough where the density is thin.
